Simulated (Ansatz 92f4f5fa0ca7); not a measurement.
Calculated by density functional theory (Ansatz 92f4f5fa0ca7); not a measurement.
Periodic cell of 222 atoms, Si131O89P2, from a study of silicon, its oxide and their interface. The atomic structure is a simulated model.
Doubt: the cutoff is far below the 930 eV that the study's wrapper takes by default for these files, so forces and energies are approximate.

Settings
functional: PBE
potential files: Ansatz PAW
basis: plane waves
wave-function cutoff: 580 eV
density cutoff ratio: 5
exchange-correlation grid ratio: 1
k mesh: 1 x 1 x 1, Gamma-centred
self-consistency stop: 5e-08 eV per atom in the density residual
occupations: fixed
spin: none
net charge: 0

Cell vectors (angstrom)
a	10.938	0	0
b	0	10.938	0
c	0	0	32.1988

Atoms and the computed forces on them: element, x, y, z (angstrom), force x, y, z (eV/angstrom)
Si	10.519	0.2583	24.8716	0.0729	-0.1292	0.0848
Si	5.7065	10.6517	24.7349	0.0161	0.0174	-0.0347
Si	2.5236	2.9419	24.6608	-0.0035	0.007	-0.0278
Si	8.3983	2.522	24.8572	-0.1192	0.0694	-0.1339
Si	0.3343	5.2345	24.7451	0.0261	-0.0053	-0.0698
P	5.1398	5.7635	24.7998	0.2215	-0.1576	-0.3312
P	2.9816	8.0436	24.3233	-0.0572	-0.1059	0.15
Si	7.923	8.3975	24.7563	0.0082	0.0124	-0.0281
Si	1.3402	1.376	26.0145	0.0191	0.0127	0.0045
Si	6.8341	1.29	26.1283	0.0015	-0.0012	-0.0044
Si	4.1486	4.0948	26.0254	-0.036	-0.0187	-0.023
Si	9.6444	4.1096	26.0847	0.0039	-0.0025	-0.007
Si	1.5074	6.9404	25.9093	0.0379	-0.0282	-0.0327
Si	6.7804	6.7583	26.0714	-0.0173	0.0467	-0.0802
Si	4.0277	9.457	25.9239	0.0603	-0.0029	-0.01
Si	9.4538	9.5598	26.17	-0.0184	-0.0112	0.0249
Si	2.7252	-0.0386	27.3211	0.0253	0.0032	-0.0191
Si	8.1585	-0.0242	27.5631	0.012	0.0318	0.0769
Si	0.0203	2.7196	27.4624	-0.0146	-0.0405	0.0672
Si	5.4608	2.6994	27.4135	-0.0178	0.0021	-0.0141
Si	2.7624	5.5068	27.3719	0.0131	0.002	0.0054
Si	8.2325	5.4575	27.4084	-0.0064	0.0095	-0.0178
Si	0.0321	8.1812	27.3484	-0.0102	-0.0034	-0.0038
Si	5.4149	8.1793	27.4057	-0.014	-0.0343	-0.0011
Si	4.0718	1.3308	28.7442	0.0205	0.0142	0.0285
Si	9.5823	1.3636	28.8429	-0.011	-0.0091	-0.0894
Si	1.3916	4.125	28.7706	-0.0134	-0.0263	-0.0632
Si	6.8425	4.0872	28.7653	0.0071	-0.0057	0.0224
Si	4.0956	6.8229	28.8031	-0.0053	0.0182	-0.0204
Si	9.5994	6.8325	28.7549	0.0008	-0.0025	0.0245
Si	1.3686	9.5624	28.739	-0.0095	0.0103	0.0289
Si	6.7713	9.5289	28.8355	0.0402	0.0191	-0.0835
Si	0.0194	-0.0196	30.1527	0.0003	0.005	0.012
Si	5.4421	0.0033	30.1586	-0.0227	0.0215	0.0171
Si	2.742	2.7322	30.1313	-0.0114	-0.0177	0.0033
Si	8.2008	2.739	30.1596	0.0021	-0.0057	0.014
Si	0.0108	5.4672	30.1429	-0.0216	0.0142	0.017
Si	5.479	5.4581	30.1471	0.0015	0.0027	-0.0108
Si	2.7249	8.2077	30.1435	0.0097	-0.0056	-0.0153
Si	8.2129	8.184	30.1417	0.0136	0.0076	0.014
Si	1.3673	1.3673	31.515	0.0669	0.0303	-0.0453
Si	6.8362	1.3673	31.515	-0.0421	0.0147	-0.0313
Si	4.1018	4.1018	31.515	0.068	-0.0999	-0.0387
Si	9.5708	4.1018	31.515	0.0326	0.0789	-0.0168
Si	1.3673	6.8362	31.515	-0.0053	0.0648	-0.035
Si	6.8362	6.8362	31.515	0.0945	-0.1052	0.016
Si	4.1018	9.5708	31.515	-0.1869	-0.0408	0.0656
Si	9.5708	9.5708	31.515	-0.0048	-0.0527	-0.0268
Si	2.7345	0	0.6835	0.0648	-0.0119	0.1227
Si	8.2035	0	0.6835	-0.0584	0.0629	-0.1022
Si	0	2.7345	0.6835	-0.0606	-0.0023	0.0703
Si	5.469	2.7345	0.6835	0.0795	-0.0379	0.023
Si	2.7345	5.469	0.6835	-0.0324	0.1822	-0.1535
Si	8.2035	5.469	0.6835	0.0728	-0.0617	0.1128
Si	0	8.2035	0.6835	0.0593	-0.1132	-0.0159
Si	5.469	8.2035	0.6835	-0.0313	0.0568	0.0485
Si	4.1198	1.3637	2.0563	0.0097	-0.0111	-0.0079
Si	9.5637	1.3594	2.0519	0.0016	0.0086	0.0066
Si	1.3668	4.1248	2.0355	-0.0205	0.0018	-0.0025
Si	6.8476	4.0874	2.0593	0.0069	-0.0095	-0.0067
Si	4.1045	6.829	2.052	0.0006	0.0037	0.009
Si	9.576	6.8401	2.0525	0.0045	-0.0066	-0.0088
Si	1.3772	9.5548	2.0515	0.0151	-0.0087	-0.0098
Si	6.8267	9.5952	2.0483	-0.0143	0.0075	0.0041
Si	-0.0083	-0.0278	3.3879	0.0162	0.0259	0.0203
Si	5.4896	0.0178	3.471	-0.0205	-0.0009	-0.0297
Si	2.7742	2.7924	3.3617	-0.0142	-0.0375	0.0345
Si	8.1893	2.6999	3.4501	0.0177	0.0285	-0.0189
Si	0.0192	5.4852	3.4322	-0.0155	-0.0021	-0.0072
Si	5.4815	5.4692	3.4064	0.0101	0.0082	0.0072
Si	2.7677	8.2122	3.4446	-0.0179	0.0031	-0.0194
Si	8.2046	8.2344	3.3778	0.005	-0.0226	0.0216
Si	1.3882	1.4025	4.6312	-0.0044	0.0061	-0.0267
Si	6.842	1.3576	4.9054	-0.0013	-0.0054	0.0223
Si	4.1529	4.0939	4.801	-0.0002	0.0067	-0.0139
Si	9.571	4.0936	4.7597	0.0001	-0.0073	0.0048
Si	1.4084	6.8419	4.8165	0.0054	0.0007	0.0087
Si	6.8208	6.898	4.7264	-0.0044	0.005	-0.0192
Si	4.1302	9.586	4.8425	0.0078	0.0046	0.0194
Si	9.5528	9.5604	4.7878	-0.0015	-0.002	-0.0161
Si	2.7417	0.1233	6.0559	0.0055	0.0056	-0.0198
Si	8.2047	-0.0516	6.2617	-0.0066	0.0033	0.0015
Si	0.0229	2.6846	6.0428	-0.0029	-0.001	-0.0158
Si	5.4708	2.7366	6.2875	0.0034	-0.0074	-0.0013
Si	2.8124	5.4881	6.1739	-0.0049	0.0105	-0.0012
Si	8.1679	5.4944	6.0356	0.0077	-0.0076	-0.0137
Si	0.0068	8.1999	6.1524	0.0011	-0.0072	-0.0034
Si	5.5229	8.2319	6.2297	-0.0079	0.0031	-0.0141
Si	3.8292	1.5879	7.5969	0.0036	-0.0032	0.0259
Si	9.8348	1.1507	7.4501	-0.0033	0.0107	0.0216
Si	1.625	3.8146	7.3065	-0.0133	0.0024	0.0221
Si	6.6435	4.4315	7.469	0.0078	0.0054	0.0275
Si	4.399	6.6449	7.5432	0.0027	0.0003	0.0216
Si	9.3551	6.9653	7.3993	0.003	-0.0075	0.0297
Si	1.136	9.9338	7.2875	0.0041	-0.0031	0.0224
Si	7.1528	9.2419	7.6622	-0.0012	-0.0011	0.036
O	8.3004	8.0995	7.9241	0.001	0.0101	-0.0234
O	2.7096	2.7505	7.9506	0.0074	-0.0055	-0.0147
O	9.4972	1.4207	24.3126	-0.0631	0.0947	0.0651
O	0.0251	0.0379	7.9594	-0.0033	-0.001	-0.0165
O	5.5191	5.5216	8.0309	-0.0046	-0.0024	-0.0137
O	6.8237	9.5255	24.2264	-0.0137	-0.0183	0.0103
O	1.4245	4.0978	24.1936	0.0009	0.0218	0.0421
O	3.8534	7.3972	8.9335	-0.0011	-0.0003	-0.0085
O	0.8158	4.3958	8.6013	0.0013	0.0027	-0.0042
O	9.8055	6.1848	8.7893	-0.0012	0	-0.0091
O	2.1192	9.4033	8.489	-0.0043	0.0068	-0.0092
O	7.5074	3.9448	8.7889	-0.0035	0.0028	-0.0128
O	4.2592	0.9474	9.0688	-0.0002	0.0011	-0.0106
O	6.7149	9.584	9.2133	0.0045	-0.0028	-0.0138
O	9.2014	1.8679	8.7949	-0.0017	0.0009	-0.0049
O	7.7065	3.1377	23.4947	-0.1351	0.1185	0.1127
O	10.5258	5.8358	23.4094	0.0041	0.0402	0.0085
O	5.1537	0.4679	23.3793	-0.0112	-0.0301	0.0147
O	5.8963	5.1569	23.4348	-0.1103	-0.0401	0.2383
O	3.1118	2.1947	23.3014	-0.0018	0.0077	0.0043
O	2.1589	9.1138	23.3358	0.4659	-0.0164	0.1884
O	8.6589	7.768	23.4208	0.0062	-0.041	-0.0043
O	-0.082	10.3663	23.5173	-0.2561	0.1831	0.0137
Si	4.401	1.5953	22.4757	0.0009	0.0075	0.0037
Si	3.4763	7.9687	14.0188	-0.0032	-0.0009	0.0237
Si	7.0958	1.0049	14.6544	-0.003	0.0028	0.0283
Si	0.8032	9.4885	22.5203	-0.1801	-0.1794	-0.3808
Si	1.1687	4.3408	11.8742	-0.0018	0.0004	0.0258
Si	6.2514	9.0086	15.3044	0.0013	-0.0017	0.0241
Si	0.6617	1.4008	12.2924	0.0004	-0.0015	0.0245
Si	8.5856	5.0154	20.5167	-0.0093	0.0036	-0.0077
Si	0.3197	5.7344	9.3528	-0.001	-0.0016	0.0101
Si	5.0735	3.1716	17.9362	-0.0026	0.0018	0.0196
Si	0.8567	3.7972	16.7363	-0.005	-0.0012	0.023
Si	10.3615	2.9198	19.21	-0.0041	0.0055	0.0009
Si	5.27	1.2105	10.3456	-0.0001	-0.0018	0.0209
Si	0.8394	0.2611	19.8256	0.0108	-0.0089	0.0153
Si	6.6321	9.4899	10.8515	-0.002	0.0016	0.0253
Si	9.3085	9.7375	18.3	-0.0029	-0.006	0.0091
Si	9.3786	9.2812	12.5503	-0.0025	-0.0012	0.0239
Si	6.56	3.8873	22.6169	-0.0808	0.0434	0.1609
Si	2.436	8.0899	9.3731	-0.0015	-0.0077	0.0149
Si	10.5665	7.4197	17.0739	-0.0004	0.0001	0.0231
Si	2.4867	6.3406	16.5716	-0.0038	-0.0009	0.0245
Si	10.1596	4.5342	14.1753	0.0001	-0.0012	0.0267
Si	6.111	9.2363	18.5002	0.001	0.0054	0.0087
Si	7.9635	2.5937	9.569	0.001	-0.0047	0.0112
Si	8.8641	2.1845	12.4424	0.0006	0.0005	0.0279
Si	5.3107	6.2982	18.0612	-0.0036	-0.0118	0.0102
Si	3.8997	0.6084	19.4683	0.0032	0.0169	0.0129
Si	4.2644	3.8698	12.0423	0.0012	-0.0019	0.025
Si	5.5298	6.6338	12.131	0.0022	0.0015	0.0257
Si	7.9813	2.5608	17.2056	-0.0029	-0.0014	0.024
Si	4.3351	2.5186	14.9621	-0.0005	0.0024	0.0269
Si	1.5129	1.2567	15.2588	-0.0025	0.0029	0.0258
Si	1.5586	9.4461	12.0305	-0.0002	0.0004	0.0279
Si	8.0361	6.8935	13.8562	0.0007	-0.0052	0.0258
Si	10.3556	9.8778	15.4702	0.0024	0.0015	0.0223
Si	9.8315	7.0333	22.5517	0.0176	-0.0015	0.0025
Si	8.0758	5.5428	17.4127	0.0049	-0.0042	0.0194
O	6.0359	7.9897	11.2846	-0.0023	-0.0025	-0.0132
O	5.9947	9.2475	16.8825	-0.0007	0.0021	-0.0079
O	7.6574	1.4124	13.1851	-0.0032	-0.0017	-0.0125
O	0.8743	1.7842	13.8627	0.0016	-0.0007	-0.0083
O	9.4017	6.3076	16.8939	-0.0021	-0.0001	-0.0136
O	6.7446	6.2377	13.1349	0.0019	0.0013	-0.0125
O	5.1066	4.7107	18.6002	0.002	0.0026	-0.0072
O	9.1983	2.2167	18.2578	0.004	0	-0.0044
O	2.338	0.1538	19.0954	-0.0132	-0.0035	-0.0023
O	9.3687	10.2743	16.7349	-0.0028	0.0009	-0.0065
O	2.7765	4.4671	11.7028	-0.0014	-0.0001	-0.0146
O	5.0364	10.3738	19.0877	0.0028	-0.0077	-0.005
O	9.4062	3.2849	13.4835	-0.0002	0.0018	-0.016
O	0.4284	1.8494	19.9316	0.0036	-0.0041	0.0023
O	3.1276	1.403	15.0702	-0.001	-0.0011	-0.0153
O	8.1115	5.4388	19.03	-0.0066	-0.0045	0.0056
O	3.8622	6.6494	17.393	0.0023	0.0027	-0.0096
O	4.5497	3.3254	16.3799	-0.0009	0.0008	-0.0118
O	9.0512	5.7141	14.3086	-0.0002	0.0006	-0.0174
O	5.4076	2.8366	22.1475	0.1346	0.0828	0.09
O	10.6463	4.193	15.6754	0.003	-0.0007	-0.0094
O	0.3021	3.941	18.2661	0	-0.0011	-0.0059
O	10.3919	10.5997	19.1718	0.0088	0.0018	0.0088
O	9.6306	10.0631	14.0068	0.0001	0.0004	-0.0085
O	10.9478	8.1293	22.0821	-0.0457	0.0001	0.0417
O	1.164	2.2113	16.529	-0.0013	0.002	-0.0129
O	9.6809	3.8061	20.4032	-0.0015	-0.0075	-0.0006
O	8.0993	4.0932	16.6813	-0.0012	0.0053	-0.0129
O	-0.053	9.1346	11.8891	-0.0013	0.0009	-0.0155
O	6.5564	2.4643	17.999	-0.0005	0.0008	-0.0069
O	5.5694	10.7443	11.1917	-0.0006	-0.0013	-0.0128
O	7.7222	9.6463	18.8269	-0.0016	-0.0009	-0.0048
O	10.0119	1.0601	12.0592	-0.0014	0.0015	-0.0148
O	1.3013	6.9845	9.0611	0.0009	0.0034	-0.0085
O	0.6129	4.8009	13.3442	-0.0021	0.0015	-0.0126
O	5.6772	7.6772	18.9762	0.0002	0.0027	0.0032
O	5.2257	5.1161	11.5165	-0.0014	0.0015	-0.0137
O	2.6995	7.0313	15.1113	-0.0015	-0.0019	-0.0096
O	0.8995	2.7759	11.4625	-0.001	0.0003	-0.0144
O	0.8331	10.73	15.5519	-0.0014	-0.0018	-0.0136
O	2.3977	8.6156	10.9058	-0.0007	0.0044	-0.01
O	4.6867	2.46	11.2694	-0.003	0.0033	-0.0126
O	4.232	3.5442	13.6734	-0.0008	-0.0031	-0.0097
O	2.1761	4.7314	16.4795	0.0007	0.0013	-0.0137
O	10.6801	8.2917	15.6888	-0.001	-0.0005	-0.0138
O	6.9177	10.3364	14.6624	-0.002	-0.0022	-0.0143
O	2.3265	8.9899	13.4159	0.0031	-0.0019	-0.0117
O	8.0066	1.5816	15.8947	0.0007	0.0015	-0.0116
O	4.1139	7.0275	12.8499	-0.0042	0.0034	-0.0113
O	4.1503	2.0647	18.7281	-0.001	-0.0036	-0.0087
O	7.2556	4.5031	21.296	0.0199	0.0143	-0.0157
O	8.4045	2.9623	11.0906	0.0022	-0.0009	-0.0086
O	1.1554	6.9133	17.3528	-0.0012	0.0017	-0.0107
O	5.6254	1.6074	14.7569	0.0005	-0.0016	-0.0152
O	8.1182	9.7915	11.5721	0.0032	0.0001	-0.0129
O	9.1972	6.3406	21.2302	-0.0013	-0.0028	-0.0074
O	8.9436	7.752	12.8399	-0.0015	-0.0007	-0.0132
O	1.6368	0.1537	11.8753	-0.0015	0	-0.0147
O	6.6147	6.2087	17.0558	-0.0038	0.0028	-0.0108
O	7.3848	7.8474	15.0282	-0.0049	0.0053	-0.0114
O	1.1045	10.4155	21.231	0.0146	0.0483	-0.0995
O	10.0162	8.2659	18.3477	-0.0029	0.0049	-0.0022
O	3.9545	0.8889	21.0832	-0.0003	-0.0114	-0.0157
O	0.3243	5.3628	10.9232	-0.0006	-0.0018	-0.0086
O	6.6889	1.5979	9.6412	-0.0016	-0.0003	-0.0102
O	4.7648	8.7483	14.6656	0.0027	0.0023	-0.0127

Results
free energy: -135405.267 eV
free energy less fixed offsets of O -568.88, P -755.39, Si -635.61 eV per atom: 0.743 eV

The program warned: the cutoff lies below the one the program advises for these potential files; the forces do not sum to zero within the program's tolerance; the exchange-correlation potential is rough where the density is thin.
